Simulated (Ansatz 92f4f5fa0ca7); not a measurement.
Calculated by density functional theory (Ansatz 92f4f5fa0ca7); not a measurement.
Periodic cell of 237 atoms, Si145O90As2, from a study of silicon, its oxide and their interface. The atomic structure is a simulated model.
Doubt: the cutoff is far below the 930 eV that the study's wrapper takes by default for these files, so forces and energies are approximate.
This geometry differs little from another in the collection (a relaxation step or a small displacement).

Settings
functional: PBE
potential files: Ansatz PAW
basis: plane waves
wave-function cutoff: 580 eV
density cutoff ratio: 5
exchange-correlation grid ratio: 1
k mesh: 1 x 1 x 1, Gamma-centred
self-consistency stop: 5e-08 eV per atom in the density residual
occupations: fixed
spin: none
net charge: 0

Cell vectors (angstrom)
a 11.6015 0 0
b 0 10.938 0
c 0 0 32.0622

Atoms: element, x, y, z (angstrom)
Si -0.2226 -0.0479 23.2866
Si 3.6563 0.2009 23.1145
Si 7.534 -0.119 23.4578
Si 1.6721 1.379 23.4109
Si 5.7145 1.4157 23.1994
Si 9.424 1.2478 23.3827
Si 0.1301 5.3148 23.4701
Si 4.0975 5.317 23.4138
Si 8.0042 5.6312 23.5352
Si 2.125 6.5862 23.351
Si 5.9347 6.7931 23.4999
Si 9.9884 6.8801 23.5883
Si 1.8871 2.6723 25.3762
Si 5.8156 2.6702 25.2597
Si 9.6091 2.7072 25.2747
Si 11.5821 4.0143 25.3983
Si 3.8745 3.9829 25.3313
Si 7.7224 4.1151 25.3415
Si 1.9582 8.1563 25.1802
Si 5.7655 8.1807 25.3872
Si 9.6981 8.2711 25.4269
Si 11.6265 9.5679 25.2643
Si 3.8536 9.592 25.0783
Si 7.6803 9.5322 25.4154
Si 11.6382 -0.0043 27.2081
Si 3.889 -0.049 27.1217
Si 7.7481 -0.0056 27.2911
Si 1.9737 1.3178 27.2724
Si 5.8156 1.329 27.2071
Si 9.684 1.3408 27.2128
Si 11.5838 5.4784 27.2459
Si 3.8339 5.4293 27.2226
Si 7.7005 5.4697 27.271
Si 1.9276 6.8354 27.1753
Si 5.7481 6.8036 27.2859
Si 9.6443 6.8214 27.2815
Si 1.94 2.7216 29.1726
Si 5.7862 2.7154 29.1434
Si 9.6758 2.7285 29.1482
Si 0.0088 4.0978 29.1667
Si 3.8586 4.0899 29.1695
Si 7.7248 4.0791 29.1757
Si 1.9386 8.1915 29.1354
Si 5.7809 8.2003 29.1824
Si 9.6672 8.2086 29.1872
Si 0.0045 9.5645 29.1502
Si 3.8649 9.578 29.1216
Si 7.7256 9.5484 29.1926
Si 0 0 31.0965
Si 3.8672 0 31.0965
Si 7.7343 0 31.0965
Si 1.9336 1.3673 31.0965
Si 5.8008 1.3673 31.0965
Si 9.6679 1.3673 31.0965
Si 0 5.469 31.0965
Si 3.8672 5.469 31.0965
Si 7.7343 5.469 31.0965
Si 1.9336 6.8362 31.0965
Si 5.8008 6.8362 31.0965
Si 9.6679 6.8362 31.0965
Si 1.9336 2.7345 0.9679
Si 5.8008 2.7345 0.9679
Si 9.6679 2.7345 0.9679
Si 0 4.1018 0.9679
Si 3.8672 4.1018 0.9679
Si 7.7343 4.1018 0.9679
Si 1.9336 8.2035 0.9679
Si 5.8008 8.2035 0.9679
Si 9.6679 8.2035 0.9679
Si 0 9.5708 0.9679
Si 3.8672 9.5708 0.9679
Si 7.7343 9.5708 0.9679
Si 11.6248 0.0218 2.9079
Si 3.8151 0.0829 2.8106
Si 7.7634 0.0063 2.9094
Si 1.9004 1.4585 2.9451
Si 5.8203 1.3348 2.8401
Si 9.6724 1.3787 2.9259
Si 11.5864 5.4507 2.9217
Si 3.8588 5.4429 2.9333
Si 7.7705 5.5089 2.8897
Si 1.9212 6.8016 2.8715
Si 5.8177 6.8016 2.8796
Si 9.6984 6.8874 2.9597
Si 1.8451 2.4943 5.0803
Si 5.7756 2.8852 4.6077
Si 9.6015 2.7991 4.8391
Si 11.6124 4.0387 4.8263
Si 3.7272 4.0031 4.8413
Si 7.7255 4.2306 4.8795
Si 1.9282 8.1513 4.8052
Si 5.8232 8.2259 4.7554
Si 9.7147 8.2902 4.9344
Si 11.6802 9.6571 4.8961
Si 3.8577 9.4945 4.5648
Si 7.7578 9.6177 4.8793
Si 11.6794 0.1316 6.8662
As 4.1465 -0.462 6.663
Si 7.8471 -0.0115 6.9097
Si 2.2907 0.7532 7.5958
As 5.8493 1.2972 6.401
Si 9.7777 1.5603 6.8489
Si 11.5232 5.473 6.7153
Si 3.965 5.3957 6.7639
Si 7.6929 5.6633 6.8398
Si 1.9716 6.6453 6.6704
Si 5.762 6.9865 6.761
Si 9.7098 6.9837 6.9414
O 9.8134 7.839 8.4044
O 7.4197 10.0601 8.2687
O 7.4207 4.7105 8.1851
O 2.4637 10.858 9.0455
O 2.0598 7.5716 8.0405
O 4.0927 4.5378 8.2129
O 9.8032 2.4919 8.2283
O 2.8029 2.2696 8.0621
O 11.4338 4.6062 8.1358
O 5.5378 2.3029 7.8421
O 5.7651 7.9349 8.1408
O 10.8597 10.2169 8.0595
O 11.1997 10.1209 21.8036
O 3.2263 10.6945 21.5399
O 5.698 7.8361 22.2166
O 4.2122 4.47 21.9685
O 7.658 9.6996 22.1999
O 10.3264 7.6718 22.1674
O 1.6087 2.393 22.0957
O 5.9257 2.4478 21.8893
O 8.4077 4.7095 22.2099
O -0.1109 4.4249 22.0662
O 2.286 7.3279 21.8817
O 9.1307 1.9004 21.8823
Si 1.8214 7.8212 9.6091
Si 5.0065 0.6425 17.7056
Si 2.3991 5.4829 14.0882
Si 10.4641 3.9024 13.9933
Si 8.2106 2.4358 15.3015
Si 9.5398 2.2442 20.3501
Si 10.5371 3.6724 9.1147
Si 0.0691 2.2865 11.5955
Si 10.8815 8.0868 15.4843
Si 5.12 6.9781 14.0613
Si 5.7406 2.6856 11.1959
Si 8.54 7.6546 19.4112
Si 8.0957 4.839 20.621
Si 5.8683 9.6356 15.2228
Si 2.067 7.6657 20.3097
Si 1.8553 4.9065 18.7782
Si 4.4508 3.4903 18.0518
Si 8.4164 8.9562 16.8588
Si 0.7218 9.4941 13.4352
Si 9.8674 10.6278 11.7916
Si 5.3251 3.7175 21.0316
Si 0.4499 5.4925 16.2928
Si 10.5899 9.077 9.1795
Si 6.5318 8.907 21.3166
Si 7.0111 7.2463 11.4848
Si 2.6196 0.7559 12.5533
Si 10.8535 8.7147 21.036
Si 6.015 4.4372 15.7349
Si 7.0308 0.5452 13.0385
Si 4.2014 2.9426 8.5644
Si 0.8218 6.8573 11.9455
Si 6.2817 9.1624 9.0899
Si 0.6481 3.2953 21.15
Si 9.6878 6.5971 12.9035
Si 7.7368 4.6329 9.7842
Si 3.9747 10.0783 20.2131
Si 4.1692 3.1166 13.6594
Si 3.5486 10.1537 10.0445
Si 8.0215 0.8231 18.0556
O 11.4435 3.2581 12.8739
O 9.364 4.4985 9.9173
O 8.7794 3.5916 19.8578
O 4.013 -0.0222 18.8201
O 11.2189 4.5398 15.2823
O 9.7447 9.7195 10.4263
O 3.6826 1.5764 13.4767
O 0.5697 8.9156 14.9479
O 6.4425 1.0749 18.3858
O 4.6851 3.1855 19.6404
O 6.2314 1.244 11.7925
O 0.432 8.654 9.785
O 5.6235 4.3915 17.3283
O 8.3728 7.3438 12.3526
O 4.4838 2.6222 10.1401
O 1.9357 5.7026 15.6315
O 3.505 -0.1052 11.5085
O 5.8218 7.1813 12.5978
O 2.182 6.4066 19.3003
O 0.5644 4.8503 17.7815
O 8.3889 10.8046 12.4455
O 5.0934 10.2063 9.5067
O 0.5777 8.2962 20.1916
O 9.6453 2.643 14.5954
O 1.769 10.7212 13.5374
O 9.8793 9.1393 16.1883
O 6.102 10.3682 13.7805
O 7.3117 1.6352 14.2143
O 1.6247 3.9761 20.0703
O 5.9124 5.9092 15.0317
O 7.2819 8.9712 15.7056
O 1.5745 1.6851 11.7183
O 6.8553 8.5322 10.486
O 4.2842 2.0454 17.2968
O 7.0368 3.3329 10.4606
O 11.3453 6.94 16.531
O 8.1606 10.1709 17.8722
O 3.1315 8.5877 10.1762
O 7.5443 3.8951 15.5962
O 3.092 4.3456 17.9044
O 2.7881 3.9511 13.7545
O 1.3091 8.3333 12.4565
O 1.1403 5.7943 13.1169
O 4.9018 8.3707 14.8863
O 11.1614 2.4024 20.3213
O 10.8498 9.9343 12.8896
O 5.1542 3.5844 12.4318
O 5.0077 3.3768 15.015
O 6.4641 4.7987 20.5469
O 8.4213 1.6123 16.6878
O 10.5052 1.1517 11.4609
O 10.8128 6.7729 11.7299
O 3.2458 8.6796 19.8395
O 1.61 6.4985 10.5562
O 7.1317 8.1311 20.0444
O 8.3963 7.606 17.7831
O 3.6317 6.4485 13.7244
O 9.4875 5.014 13.275
O 5.5192 10.0033 20.7083
O 10.1181 7.3647 14.2546
O 8.7822 6.1425 19.9463
O 7.1107 5.9221 10.5436
O 5.2398 10.6095 16.3922
O 9.0341 1.1344 19.2842
O 11.6034 3.1089 10.1958
O 9.6949 8.7102 19.8869

Results
free energy: -153071.896 eV
free energy less fixed offsets of As -4856.12, O -568.88, Si -635.61 eV per atom: 2.994 eV

Forces (eV/angstrom), in the order of the atoms: element, x, y, z
Si -0.0013 0.0021 0.0007
Si 0.0006 -0.0015 0.0023
Si -0.0003 0.0008 0.0013
Si 0.001 -0.0024 -0.0009
Si 0.0004 -0.0009 -0.0004
Si 0.0028 -0.0008 0.0025
Si -0.0009 -0.0005 0.0005
Si 0.0013 -0.0014 -0.0002
Si 0.0009 -0.0011 -0.0012
Si -0.0005 0.0009 -0.0014
Si -0.0008 -0.0002 0.0034
Si -0.0016 -0.0001 -0.0002
Si 0.001 0 0
Si 0.001 0.001 -0.0008
Si -0.0006 -0.0001 -0.0008
Si 0.0008 -0.0011 0.0009
Si -0.0003 0.0008 0.0001
Si 0.0005 0.0023 0.0005
Si 0.0006 -0.0002 0.0012
Si -0.0009 0.0007 0.0013
Si 0 0.001 0.0015
Si -0.0006 -0.0011 0
Si -0.0002 0.001 -0.0009
Si 0.0003 0.0004 0.0001
Si -0.0007 0.0001 -0.0005
Si 0.0006 -0.0019 -0.0011
Si 0.0007 -0.0006 0.0001
Si 0.0007 -0.0004 0.0011
Si -0.001 -0.0002 0
Si 0.0008 0.0005 0.0003
Si 0.0006 0.0013 0.0004
Si 0 -0.0002 0.0002
Si 0 -0.0004 0.0005
Si -0.0002 -0.0009 -0.0006
Si 0.0017 0.0001 -0.0006
Si -0.0008 0.0003 -0.0007
Si -0.0014 0.0018 0.001
Si 0.0007 0.0012 0.0027
Si -0.001 -0.0003 0.0018
Si 0.0003 -0.0017 -0.0003
Si 0.0011 0.0004 -0.0007
Si 0.0003 0.0012 -0.0019
Si 0.0004 0.0003 0.0004
Si 0.0003 -0.0004 -0.0011
Si 0.0011 0.0003 -0.0018
Si 0.0003 -0.0003 0.0017
Si -0.0014 0.004 0.002
Si -0.0008 0.0003 0.0002
Si 0.0509 0.0191 -0.0798
Si -0.0399 -0.0571 -0.2798
Si -0.0361 0.0924 0.1126
Si -0.0185 -0.0544 0.1068
Si -0.006 -0.0362 -0.1092
Si 0.0222 -0.0821 -0.0493
Si -0.0076 0.0158 0.0596
Si 0.0421 0.0394 0.0257
Si -0.0089 -0.0056 0.0267
Si 0.0154 -0.0023 -0.1449
Si -0.0485 -0.0566 0.0991
Si 0.0312 -0.1482 0.1342
Si -0.0633 0.0503 -0.0036
Si 0.0288 0.1406 -0.285
Si 0.0137 0.0045 0.0653
Si -0.0345 0.061 0.004
Si -0.0512 -0.0143 0.1001
Si 0.1321 0.0212 0.1101
Si -0.0156 0.0157 -0.031
Si -0.0224 -0.0164 0.0561
Si 0.0335 0.0546 0.2057
Si -0.069 0.0521 0.0938
Si -0.022 -0.0163 -0.3247
Si 0.0462 -0.0531 0.1037
Si -0.0032 -0.0024 0.0044
Si 0.0075 -0.032 0.0175
Si -0.0034 -0.0052 0.0031
Si -0.0013 -0.0131 0.0068
Si -0.0071 -0.0022 0.009
Si 0.0067 0.004 -0.0012
Si 0.0049 0.0072 -0.0087
Si -0.0064 0.0025 -0.0009
Si 0.011 0.0002 0.0091
Si -0.0021 -0.0018 0.0049
Si 0.0077 -0.0017 0.0104
Si -0.0111 -0.0054 -0.0084
Si -0.0038 0.0489 -0.0621
Si 0.0523 0.0025 0.055
Si -0.008 -0.0015 0.0041
Si -0.0054 0.0016 0.0011
Si 0.0162 0.017 0.0055
Si -0.0197 0.0194 -0.0225
Si -0.0076 -0.0023 -0.0105
Si -0.0194 0.0041 -0.0016
Si 0.0062 0.0037 0.0019
Si 0.0027 -0.003 0.004
Si 0.0179 0.023 0.0122
Si -0.0145 -0.0008 -0.003
Si -0.0777 0.0533 -0.0434
As -0.0601 0.0455 0.0425
Si -0.0028 0.0368 0.0218
Si 0.1441 0.0386 0.0112
As -0.0542 -0.0402 -0.0864
Si 0.0082 -0.0363 0.0042
Si -0.0017 0.0141 0.0089
Si -0.017 -0.0058 -0.0043
Si -0.0012 0.0025 -0.0012
Si 0.0134 -0.0165 -0.0039
Si 0.0127 0.005 -0.0069
Si -0.0061 -0.0096 0.0036
O 0.0098 0.0052 -0.0034
O 0.0075 -0.0114 0.0067
O 0 -0.0024 -0.0005
O -0.015 -0.0408 0.1201
O -0.0076 0.0099 0.0201
O 0.0068 -0.003 0.0059
O 0.0005 0.0115 0.0042
O -0.0678 -0.0743 -0.0761
O 0.0038 0.0036 -0.0036
O 0.0022 0.008 0.0008
O -0.0027 -0.0018 0.0092
O 0.0434 0.0062 -0.0055
O 0.0003 -0.0045 -0.0023
O 0.0003 -0.0014 -0.0035
O -0.0025 -0.001 0.002
O 0.0011 -0.0006 -0.0025
O 0.0007 -0.0002 -0.0013
O 0.0048 0.0017 -0.002
O -0.0037 0.0042 -0.003
O -0.0001 0.001 -0.0016
O 0.0005 -0.0001 -0.0031
O 0.0015 -0.003 -0.0006
O -0.0009 0.0003 -0.0062
O -0.0001 0.0009 -0.0047
Si -0.0074 -0.0143 -0.0047
Si -0.0018 0 0.0062
Si 0.0006 0.0015 0.0027
Si 0.0009 0.0002 0.0041
Si 0.0073 -0.0004 0.0027
Si -0.0014 -0.0009 0.0045
Si -0.0044 -0.008 -0.0084
Si -0.005 0.007 0.0001
Si -0.0011 0.0012 0.0042
Si 0 -0.0006 0.0022
Si 0.0024 0.0024 -0.0049
Si 0.0007 -0.0015 0.0033
Si -0.0006 -0.0015 0.0033
Si 0.0001 0.001 0.0038
Si 0.0003 0.0022 0.0017
Si 0.0016 -0.0006 0.0049
Si -0.0007 -0.001 0.0046
Si 0.0017 -0.002 0.0037
Si -0.004 -0.0036 0.0027
Si 0.0017 0.0004 -0.0023
Si 0.0001 0.0004 0.001
Si -0.0014 -0.0007 0.0043
Si -0.001 0.0074 -0.0076
Si 0.0008 0.0052 0.0048
Si 0.0047 -0.0084 0.0009
Si -0.0044 0.0016 -0.0011
Si 0.0021 0.0011 0.0023
Si -0.0017 -0.0014 0.002
Si 0.0019 -0.001 0.0031
Si -0.0154 -0.0115 -0.0156
Si -0.0031 -0.0029 0.0031
Si 0.0159 -0.0013 -0.0269
Si 0.0044 0.0004 0.0023
Si -0.0004 -0.0018 0.0037
Si 0.0087 0.0002 -0.0112
Si -0.0013 0.0015 0.0046
Si 0.0016 0.0016 -0.0007
Si 0.0371 -0.0159 0.0254
Si 0.0013 0.0023 0.0072
O 0.0042 -0.0058 -0.005
O -0.0014 0.0018 0.0045
O 0.0001 0.0003 -0.0015
O 0.0021 0.0015 -0.0047
O 0.0013 0.0013 0.0006
O 0.0066 0.0001 -0.0002
O -0.0004 -0.0023 -0.0095
O 0.0013 0.0019 -0.0043
O -0.0018 0.0007 -0.0012
O 0.0011 0.0017 0
O -0.0034 -0.0016 0.0004
O 0.0137 0.0041 0.0004
O 0.0003 0.0003 -0.0029
O -0.0001 -0.0025 0.0043
O 0 -0.0055 0.0128
O 0.0006 -0.0006 -0.0011
O -0.0121 0.0016 -0.0295
O 0.0016 0.0013 -0.0025
O -0.0009 0.0018 0.001
O 0.0003 0.0015 -0.0034
O -0.0032 0.0012 0.0012
O -0.0061 0.0025 0.0248
O 0.003 -0.0025 0.0026
O -0.0088 -0.0034 0.0049
O 0.0069 0.0026 -0.0105
O 0.0021 -0.0013 -0.0015
O 0.0013 0.0023 -0.0032
O 0.0012 -0.0026 -0.0022
O -0.0019 0.0007 0.0007
O 0.0004 -0.0019 -0.0011
O -0.0015 -0.0004 -0.0032
O 0.0035 -0.0055 0.0021
O 0.011 -0.0055 0.0044
O 0.001 -0.0001 -0.0011
O -0.0098 -0.0147 0.0024
O 0.0016 -0.0013 -0.002
O -0.0013 -0.0032 0.0003
O -0.0017 -0.01 0.0009
O 0.0027 -0.0014 -0.0021
O -0.002 0.0012 -0.001
O 0.0018 -0.0032 -0.001
O 0.001 0.003 0.0016
O -0.0007 -0.0002 0.0004
O -0.001 -0.0001 -0.0011
O 0.0012 0.0002 -0.0015
O -0.0001 0.0015 -0.0012
O -0.0031 -0.0004 0.0013
O -0.0006 -0.0009 -0.0046
O -0.0018 -0.0023 -0.001
O 0.0002 0.0054 -0.0115
O -0.0007 -0.0012 0.0026
O -0.001 -0.0001 0.0019
O -0.0052 -0.0052 -0.0004
O 0.0013 -0.0008 -0.0023
O 0.0038 -0.0066 -0.0052
O 0.0005 0.001 -0.002
O -0.0032 -0.0024 0.0006
O -0.0006 0.004 -0.0012
O -0.0007 0.0025 -0.0032
O 0.0024 -0.0014 -0.0044
O 0.0012 0.0021 -0.0021
O -0.0019 0.0048 0.0068
O 0.0001 -0.0015 -0.0033
O 0.0003 -0.0001 -0.0011
O 0.0034 -0.0011 0.004
O 0.0019 0.0001 -0.0012

The program warned: the cutoff lies below the one the program advises for these potential files; the forces do not sum to zero within the program's tolerance; the exchange-correlation potential is rough where the density is thin.
